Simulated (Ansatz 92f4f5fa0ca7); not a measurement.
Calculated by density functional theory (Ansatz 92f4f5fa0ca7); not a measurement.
Periodic cell of 221 atoms, Si132O88H1, from a study of silicon, its oxide and their interface. The atomic structure is a simulated model.
Doubt: the cutoff is far below the 930 eV that the study's wrapper takes by default for these files, so forces and energies are approximate.
This geometry differs little from another in the collection (a relaxation step or a small displacement).

Settings
functional: PBE
potential files: Ansatz PAW
basis: plane waves
wave-function cutoff: 580 eV
density cutoff ratio: 5
exchange-correlation grid ratio: 1
k mesh: 1 x 1 x 1, Gamma-centred
self-consistency stop: 5e-08 eV per atom in the density residual
occupations: fixed
spin: none
net charge: +1 e, with a uniform compensating background and no finite-size correction

Cell vectors (angstrom)
a	10.938	0	0
b	0	10.938	0
c	0	0	32.2677

Atoms: element, x, y, z (angstrom)
Si	-0.2309	0.2427	24.7167
Si	5.7172	-0.344	24.7836
Si	2.5081	2.8169	24.7913
Si	8.47	2.4758	24.7217
Si	0.1968	4.967	24.665
Si	5.2348	5.8093	25.0675
Si	2.9709	7.9143	24.8194
Si	7.9623	8.3925	24.8096
Si	1.3176	1.3334	26.1424
Si	6.8531	1.3145	26.0443
Si	4.0701	4.05	26.1112
Si	9.5674	4.0163	26.1331
Si	1.2932	6.7273	25.9757
Si	6.8369	6.934	26.2932
Si	4.098	9.5217	26.1328
Si	9.565	9.5851	26.0651
Si	2.7342	-0.0129	27.4689
Si	8.2156	-0.0031	27.477
Si	0.0029	2.7152	27.5276
Si	5.4903	2.7103	27.4456
Si	2.6995	5.4495	27.4596
Si	8.2214	5.4565	27.487
Si	0.0071	8.1779	27.4083
Si	5.4427	8.2551	27.5813
Si	4.1018	1.3673	28.8494
Si	9.5708	1.3673	28.8494
Si	1.3673	4.1018	28.8494
Si	6.8362	4.1018	28.8494
Si	4.1018	6.8362	28.8494
Si	9.5708	6.8362	28.8494
Si	1.3673	9.5708	28.8494
Si	6.8362	9.5708	28.8494
Si	0	0	30.2167
Si	5.469	0	30.2167
Si	2.7345	2.7345	30.2167
Si	8.2035	2.7345	30.2167
Si	0	5.469	30.2167
Si	5.469	5.469	30.2167
Si	2.7345	8.2035	30.2167
Si	8.2035	8.2035	30.2167
Si	1.3673	1.3673	31.5839
Si	6.8362	1.3673	31.5839
Si	4.1018	4.1018	31.5839
Si	9.5708	4.1018	31.5839
Si	1.3673	6.8362	31.5839
Si	6.8362	6.8362	31.5839
Si	4.1018	9.5708	31.5839
Si	9.5708	9.5708	31.5839
Si	2.7345	0	0.6835
Si	8.2035	0	0.6835
Si	0	2.7345	0.6835
Si	5.469	2.7345	0.6835
Si	2.7345	5.469	0.6835
Si	8.2035	5.469	0.6835
Si	0	8.2035	0.6835
Si	5.469	8.2035	0.6835
Si	4.1018	1.3673	2.0507
Si	9.5708	1.3673	2.0507
Si	1.3673	4.1018	2.0507
Si	6.8362	4.1018	2.0507
Si	4.1018	6.8362	2.0507
Si	9.5708	6.8362	2.0507
Si	1.3673	9.5708	2.0507
Si	6.8362	9.5708	2.0507
Si	0	0	3.418
Si	5.469	0	3.418
Si	2.7345	2.7345	3.418
Si	8.2035	2.7345	3.418
Si	0	5.469	3.418
Si	5.469	5.469	3.418
Si	2.7345	8.2035	3.418
Si	8.2035	8.2035	3.418
Si	1.3571	1.3713	4.8283
Si	6.8341	1.3668	4.8609
Si	4.1945	4.002	4.6906
Si	9.5315	4.1118	4.8076
Si	1.327	6.9089	4.7454
Si	6.8724	6.8284	4.7405
Si	4.0689	9.6207	4.8417
Si	9.5705	9.5879	4.7964
Si	2.7189	0.0519	6.3419
Si	8.2332	0.0072	6.2282
Si	-0.0657	2.7412	6.1739
Si	5.442	2.7176	6.2813
Si	2.8513	5.5038	5.7875
Si	8.2069	5.5229	6.2034
Si	0.0176	8.2827	6.2221
Si	5.5397	8.2329	6.0523
Si	3.6585	1.8369	7.6847
Si	9.8296	1.0916	7.6154
Si	1.5393	4.1712	7.0925
Si	6.5903	4.3687	7.5034
Si	4.4054	6.5455	7.1693
Si	9.2909	7.2196	7.498
Si	1.159	9.8015	7.6961
Si	7.0097	9.366	7.4927
O	1.4533	3.9706	24.2774
O	6.8289	9.4789	24.2639
O	2.5519	3.0333	7.688
O	8.1242	8.2643	8.0028
O	5.4324	5.4824	7.9448
O	0.0211	-0.005	8.174
O	4.1342	6.824	24.3487
O	9.6033	1.3766	24.188
O	1.8161	9.1242	9.0971
O	1.1021	5.2746	8.2653
O	9.0555	1.7064	8.9775
O	6.265	9.9184	8.8854
O	3.7308	1.6921	9.3763
O	3.4704	7.2961	8.2648
O	7.2139	3.6993	8.9102
O	9.9419	6.779	8.971
O	2.982	1.9708	23.4296
O	5.0475	0.2642	23.3942
O	7.8962	3.2571	23.3513
O	10.3375	5.0514	23.2167
O	8.6698	7.6224	23.5252
O	2.4025	8.6406	23.4524
O	6.3213	5.2807	23.9579
O	0.5108	10.5678	23.3614
Si	2.9735	8.0523	9.5772
Si	9.9575	0.2304	13.1239
Si	14.7461	5.6489	13.367
Si	4.4537	1.6546	22.7979
Si	8.578	2.3473	20.2835
Si	10.1894	4.9466	21.5944
Si	1.2148	9.317	22.579
Si	13.1014	4.5828	20.2399
Si	1.9713	5.3844	11.0269
Si	-2.0162	10.1342	20.1765
Si	4.4611	6.6282	16.038
Si	7.4391	9.4059	12.7428
Si	5.6621	9.5913	10.3518
Si	5.4105	2.964	12.6877
Si	3.1034	12.5408	16.0157
Si	2.667	9.382	19.8193
Si	5.3097	3.8322	15.513
Si	3.3054	2.636	10.6422
Si	4.9446	11.0003	12.7428
Si	6.4923	4.0144	22.9836
Si	13.118	0.7216	13.0445
Si	8.6821	3.2282	9.4449
Si	9.605	14.0214	17.4622
Si	12.2426	2.4655	18.4048
Si	8.2298	4.5365	15.2124
Si	4.6732	-0.079	18.0491
Si	5.0062	4.8227	20.472
Si	7.2645	7.6054	15.2895
Si	14.5554	6.7063	18.9253
Si	9.4297	7.7988	22.0891
Si	18.287	9.7105	17.4673
Si	10.7549	5.4105	9.2533
Si	5.5247	13.0204	19.9889
Si	0.3977	-0.5648	18.4603
Si	9.5566	11.2207	16.1977
Si	8.6129	3.0995	12.5853
O	6.9873	13.9126	12.6541
O	6.9988	-8.7145	20.6812
O	11.7136	0.9841	18.8117
O	4.809	4.2032	13.8218
O	2.1125	2.4171	16.9933
O	9.7861	10.782	14.6741
O	5.5219	1.1872	18.6272
O	3.3852	10.5059	12.9755
O	2.5247	4.0263	10.2919
O	0.3461	5.3531	10.8143
O	5.1015	3.5564	19.4444
O	9.4044	3.578	21.0242
O	15.7047	6.471	12.3671
O	1.6993	9.4243	18.4951
O	0.0768	8.1838	22.2694
O	13.3782	5.5728	18.9434
O	16.6637	-1.1526	17.4203
O	10.617	10.2996	17.0111
O	4.5046	1.5645	21.1619
O	2.4665	5.1987	12.6099
O	6.2538	4.721	21.5099
O	8.653	9.0674	21.3733
O	8.0147	10.9558	16.6456
O	3.1966	7.8665	19.9667
O	15.9859	6.1396	19.4998
O	4.9342	12.5242	13.3575
O	8.8582	10.1744	12.3778
O	8.9677	4.1545	13.7952
O	6.2109	10.2643	13.4736
O	7.7301	8.2461	13.8582
O	7.7972	8.3494	16.6403
O	4.2555	8.7757	10.2949
O	4.7083	3.2584	11.2936
O	5.3143	11.0003	11.1491
O	4.4286	13.5015	15.8523
O	3.9196	10.3163	19.3769
O	6.8866	3.56	15.3657
O	13.0781	3.0484	19.6611
O	0.6457	11.0906	12.7914
O	-1.5387	6.3665	21.2417
O	5.6237	7.5454	15.3731
O	5.0376	5.1303	16.4092
O	3.7938	7.2376	17.3701
O	0.0749	3.5056	18.1441
O	11.7031	4.9462	20.9612
O	7.8002	6.0841	15.1939
O	5.3356	2.9271	23.2908
O	12.8709	9.8558	21.1907
O	9.0618	11.7301	20.5766
O	2.4935	1.8088	11.8305
O	2.3327	1.3434	14.5834
O	9.1002	4.3354	16.5562
O	3.6564	0.282	16.7986
O	9.4499	12.6876	12.8553
O	10.3715	-1.2012	19.5811
O	7.7994	9.809	19.0229
O	14.4438	15.6908	21.1939
O	6.7752	-2.1082	11.343
O	14.3559	6.3065	14.7944
O	2.4473	6.8817	10.6001
O	9.8183	4.1731	8.7913
O	8.8578	3.5174	11.0484
O	9.8463	1.8662	16.3972
O	8.5941	2.6502	18.6584
H	16.6187	6.7374	12.5622

Results
free energy: -133980.379 eV
free energy less fixed offsets of H -15.97, O -568.88, Si -635.61 eV per atom: -2.449 eV

Forces (eV/angstrom), in the order of the atoms: element, x, y, z
Si	0.0478	-0.0514	0.1147
Si	-0.0344	0.0562	0.0152
Si	0.0792	-0.014	0.0652
Si	-0.0988	0.0098	0.0904
Si	-0.0139	0.0521	0.1092
Si	0.014	-0.0923	0.1116
Si	-0.051	0.0223	0.0302
Si	0.0317	-0.0206	0.105
Si	-0.0117	-0.0248	-0.0478
Si	0.0076	0.0527	-0.026
Si	0.0094	0.0188	-0.0464
Si	-0.0201	0.0304	-0.0304
Si	-0.0048	0.0091	-0.0213
Si	-0.0059	0.0062	-0.053
Si	-0.0298	0.0205	-0.0216
Si	0.0088	-0.0125	-0.0526
Si	0.0154	0.0049	0.0151
Si	-0.0104	-0.006	0.0139
Si	0.0118	0.0035	0.022
Si	0.0168	-0.0178	-0.0127
Si	-0.0052	-0.0132	0.0014
Si	0.0117	-0.0323	-0.0039
Si	-0.0037	-0.001	0.0015
Si	0.0392	0.0118	0.0321
Si	0.0845	-0.0349	-0.1974
Si	-0.1067	-0.1245	0.2545
Si	-0.0172	0.0527	0.2204
Si	0.026	-0.1503	-0.1431
Si	-0.3491	-0.189	0.0993
Si	0.2089	0.0325	-0.1778
Si	-0.0241	-0.2677	-0.2993
Si	0.1676	0.4575	0.4725
Si	-0.1112	-0.001	-0.0205
Si	0.1313	0.0133	0.0444
Si	-0.0369	0.0886	-0.0402
Si	0.0023	-0.0479	0.0213
Si	0.0565	-0.0271	0.0027
Si	-0.0903	-0.0218	-0.0464
Si	-0.0165	-0.1013	0.0049
Si	-0.0489	0.0521	-0.0369
Si	0.0813	-0.028	-0.0197
Si	-0.0803	0.0542	-0.002
Si	0.0402	-0.0546	-0.0046
Si	-0.0122	0.0678	-0.0366
Si	-0.0212	0.0366	-0.0197
Si	0.0275	-0.0256	-0.0154
Si	-0.0386	0.0032	-0.0355
Si	0.0458	-0.0572	-0.0009
Si	0.0156	-0.0274	0.0091
Si	-0.0365	0.0305	0.005
Si	-0.0507	0.0356	0.0048
Si	0.0306	0.0335	0.0416
Si	-0.0306	0.0318	0.0043
Si	0.0233	-0.0772	0.0158
Si	0.0268	-0.0459	0.0328
Si	-0.0101	0.0192	0.0165
Si	-0.105	-0.0051	-0.0457
Si	0.0621	-0.02	0.0688
Si	0.063	-0.0003	0.0719
Si	-0.0103	0.0927	-0.0756
Si	0.0165	-0.0544	0.0889
Si	-0.019	0.0509	-0.0478
Si	0.0799	0.0471	-0.043
Si	0.041	-0.0487	0.063
Si	0.0991	0.0538	0.0939
Si	-0.0687	0.1381	0.4239
Si	-0.0839	-0.5086	-0.2216
Si	-0.3285	0.0688	0.2524
Si	-0.236	0.0131	0.1294
Si	0.4441	-0.1471	-0.4301
Si	-0.0901	0.5996	-0.0303
Si	0.3126	0.0489	-0.21
Si	0.01	0.008	0.0074
Si	-0.0191	0.0102	-0.0083
Si	-0.0284	-0.0194	-0.0321
Si	-0.0245	0.0351	0.0008
Si	-0.0153	0.0301	0.0094
Si	-0.0128	0.0051	-0.0318
Si	-0.0222	0.0004	-0.0044
Si	-0.0026	-0.019	-0.0278
Si	0.0017	0.0143	0.0514
Si	-0.0114	0.0112	0.0397
Si	-0.0337	-0.0879	0.0407
Si	0.0107	0.0012	0.0425
Si	-0.0001	-0.0125	0.0259
Si	0.0171	-0.0089	0.0471
Si	0.0381	0.003	0.0426
Si	0.0075	0.004	0.0428
Si	0.0559	-0.0901	-0.0989
Si	-0.0016	0.104	-0.1061
Si	0.0349	0.0514	-0.0108
Si	0.056	-0.0276	-0.0763
Si	-0.0288	0.0342	-0.0429
Si	0.0595	-0.1178	-0.0735
Si	0.0562	-0.0825	-0.1229
Si	-0.0555	0.0248	-0.0798
O	-0.0063	-0.0004	-0.0354
O	0.0115	0.0006	-0.0398
O	-0.0702	0.0344	0.0156
O	-0.0262	0.0386	0.0423
O	-0.0011	0.0053	0.0518
O	-0.018	0.0148	0.0459
O	-0.0343	0.033	-0.0577
O	-0.0037	-0.0024	-0.0451
O	0.0134	-0.006	0.0451
O	-0.0022	0.0028	-0.0127
O	-0.0019	-0.0228	0.0268
O	-0.0065	0.0012	0.0374
O	-0.02	0.0152	0.034
O	0.0245	-0.0362	-0.0181
O	-0.0121	0.001	0.0216
O	-0.0014	0.0178	0.0243
O	-0.0026	-0.0078	-0.0356
O	-0.0033	-0.0078	-0.0101
O	-0.0012	0.0171	-0.0449
O	-0.0242	-0.006	-0.0836
O	0.0216	-0.0165	-0.0633
O	0.0066	0.0003	-0.0138
O	0.0332	0.0028	-0.0438
O	0.0197	-0.0169	-0.0626
Si	-0.007	0.0117	0.038
Si	0.0058	0.0266	-0.0166
Si	0.052	-0.0073	0.0379
Si	0.0023	0.0031	0.0074
Si	-0.0111	0.0023	-0.0068
Si	-0.005	-0.009	0.0307
Si	-0.002	0.0058	-0.011
Si	0.0047	-0.0084	-0.0215
Si	0.0304	-0.0178	0.0619
Si	-0.0011	0.0012	-0.0088
Si	-0.0086	-0.1024	-0.1118
Si	-0.019	-0.0128	0.0059
Si	-0.0076	-0.0054	0.0101
Si	-0.0739	0.0829	0.0606
Si	0.0742	0.052	-0.0434
Si	0.0121	-0.0031	0.0066
Si	-0.0684	-0.0444	-0.0691
Si	0.075	0.0338	0.0452
Si	-0.0075	0.0604	0.0233
Si	-0.0071	-0.0129	0.0156
Si	0.0332	0.0381	0.0038
Si	-0.0038	0.0156	0.0361
Si	0.0095	0.0231	-0.0299
Si	-0.0025	0.0089	-0.0241
Si	-0.0758	-0.0204	-0.0052
Si	-0.0199	-0.003	-0.023
Si	0.0155	0.0017	-0.0025
Si	-0.0395	-0.0538	-0.0026
Si	0.0053	0.0138	-0.0479
Si	0.0061	-0.0049	0.0272
Si	-0.0105	-0.0233	-0.0222
Si	0.0027	-0.0055	0.0029
Si	-0.0064	-0.0075	0.0065
Si	0.0015	0.012	0.0056
Si	-0.0001	0.0207	0.003
Si	-0.1029	0.0229	0.0048
O	0.1289	0.0064	-0.0206
O	0.0073	-0.0003	-0.0057
O	-0.0059	-0.0121	-0.0074
O	0.0434	-0.0411	-0.0339
O	-0.0442	0.0049	0.0348
O	-0.0045	-0.0012	0.0122
O	0.0095	0.0082	0.0051
O	-0.0121	-0.0109	-0.0011
O	-0.009	-0.02	-0.0161
O	-0.0127	0.0045	-0.0101
O	-0.004	0.0046	-0.0057
O	0.0064	0.0061	-0.011
O	0.1963	-0.0247	-0.0151
O	-0.0032	-0.0032	-0.0093
O	-0.0119	-0.0009	-0.0089
O	-0.0073	-0.0126	0.0123
O	0.0008	0.0102	-0.0013
O	0.0074	-0.0031	0.0026
O	0.0051	0.0009	-0.0131
O	-0.1005	0.016	-0.0885
O	-0.0091	0.0063	-0.0132
O	-0.0055	-0.0048	-0.0022
O	0.0018	-0.0038	-0.0037
O	-0.0028	0.0059	0.0014
O	0.0069	-0.0081	0.0105
O	0.0032	-0.1094	-0.0259
O	0.0073	-0.0003	0.0013
O	0.0182	-0.0003	-0.0024
O	0.0105	-0.0143	-0.0068
O	0.0098	0.0156	-0.0085
O	0.0084	0.0253	0.0132
O	-0.0024	0.0078	-0.0159
O	-0.0506	-0.0344	-0.044
O	0.0111	-0.0214	-0.0105
O	-0.0102	-0.0308	0.0265
O	-0.007	-0.0055	-0.0025
O	0.0969	0.0095	0.0185
O	0.0073	0.0134	0.0139
O	-0.0193	-0.0124	-0.0005
O	-0.0016	0.0016	-0.0215
O	0.0236	0.0217	0.0064
O	-0.0042	0.0841	0.0619
O	-0.0236	0.0254	0.0681
O	0.0064	-0.014	-0.0031
O	-0.0089	-0.0003	-0.0015
O	0.0134	0.0156	-0.0114
O	0.0034	-0.0016	-0.0158
O	-0.003	-0.0027	-0.003
O	-0.0003	0.0025	-0.0045
O	-0.0155	-0.0152	-0.0004
O	-0.0202	-0.0231	-0.0055
O	0.0242	-0.0151	0.0186
O	0.0078	-0.0246	0.0227
O	0.0181	-0.0355	0.01
O	-0.0098	-0.0056	-0.0041
O	0.0141	0.0092	0.0233
O	-0.0055	0.0006	0.0046
O	0.0015	0.0131	-0.0075
O	0.0005	0.0776	0.0813
O	-0.0085	0.0312	-0.0169
O	0.0041	-0.0015	-0.0023
O	0.013	-0.0014	-0.0225
O	-0.0026	-0.0122	0.0031
O	-0.0103	-0.0134	0.0231
H	-0.1819	0.0168	-0.0027

The program warned: the cutoff lies below the one the program advises for these potential files; the forces do not sum to zero within the program's tolerance; the exchange-correlation potential is rough where the density is thin.
